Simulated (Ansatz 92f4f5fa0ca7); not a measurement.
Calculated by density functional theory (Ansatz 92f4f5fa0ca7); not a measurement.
Periodic cell of 122 atoms, Si78O44, from a study of silicon, its oxide and their interface. The atomic structure is a simulated model.

Settings
functional: r2SCAN
potential files: Ansatz norm-conserving
basis: plane waves
wave-function cutoff: 1300 eV
density cutoff ratio: 4
exchange-correlation grid ratio: 1
k mesh: 2 x 2 x 1, shifted by 0.5 0.5 0.5 of a step
self-consistency stop: 5e-08 eV per atom in the density residual
occupations: Fermi-Dirac, 0.05 eV
spin: none
net charge: 0

Cell vectors (angstrom)
a, 10.88, 0, 0
b, 0, 10.88, 0
c, 0, 0, 18.1755

Atoms: element, x, y, z (angstrom)
Si, -0.7777, -0.9018, -0.6791
Si, 2.1046, 2.5135, 0.2456
Si, 0.4942, 4.0081, -0.6057
Si, 2.1339, 6.5316, -1.2566
Si, 4.9768, -0.862, -0.2884
Si, 7.5561, 2.5171, -0.5859
Si, 4.8451, 5.1367, -0.4314
Si, 7.4622, 8.4411, -0.717
Si, 1.18, 1.0427, 1.8252
Si, 3.8643, 3.8016, 1.259
Si, 2.0806, 7.4143, 1.6614
Si, 3.7535, 9.1485, 1.5604
Si, 6.8301, 1.2419, 1.2138
Si, 9.7661, 4.1634, 1.2224
Si, 6.9626, 7.048, 1.182
Si, 10.4761, 10.1085, 1.6066
Si, 0.0166, 2.7644, 2.8765
Si, 2.8567, -0.0675, 2.9709
Si, 0.3036, 8.2861, 2.8959
Si, 2.8658, 5.4399, 2.6501
Si, 5.538, 2.6886, 2.5989
Si, 8.4468, 0.1258, 2.5955
Si, 5.5844, 8.2116, 2.7487
Si, 8.3908, 5.6214, 2.542
Si, 1.5033, 4.1196, 4.0696
Si, 4.2888, 1.3489, 4.1119
Si, 1.5058, 9.5578, 4.4276
Si, 4.2122, 6.7118, 4.0873
Si, 6.9084, 4.1509, 3.945
Si, 9.4809, 1.4482, 4.2257
Si, 7.0611, 9.6249, 3.9903
Si, 9.6942, 6.8497, 4.0794
Si, 0.001, 0.088, 5.5683
Si, 2.8678, 2.7167, 5.396
Si, 0.1129, 5.3765, 5.4553
Si, 2.8189, 8.0001, 5.6458
Si, 5.5961, -0.1058, 5.4544
Si, 8.0292, 2.7439, 5.5229
Si, 5.4952, 5.3497, 5.4556
Si, 8.3154, 8.2308, 5.4299
Si, 1.675, 1.2254, 6.7157
Si, 4.0049, 4.0779, 6.9437
Si, 1.2936, 6.7597, 6.9952
Si, 4.8521, 8.7736, 6.6487
Si, 6.562, 1.4129, 6.9367
Si, 9.6154, 3.9451, 6.817
Si, 6.5565, 7.1072, 6.5993
Si, 9.5882, 9.6266, 6.9767
Si, -0.0542, 2.7924, 8.6018
Si, 2.6141, -1.4619, 8.0391
Si, 0.1296, 8.3206, 8.4486
Si, 2.6087, 5.4292, 8.406
Si, 5.2367, 2.8031, 8.4516
Si, 7.9307, 0.0186, 8.1362
Si, 4.7452, 8.7029, 9.009
Si, 6.7804, 4.2014, 9.5266
Si, 0.9429, 4.4079, 9.8578
Si, 2.945, 1.8783, 13.0985
Si, 1.6137, 7.9241, 10.5378
Si, 3.6824, 6.8157, 9.985
Si, 7.7112, 6.0385, 8.3415
Si, 8.5127, 1.6489, 9.6652
Si, 6.9477, 9.4202, 9.6554
Si, 8.663, 7.7922, 9.5623
Si, 3.2278, 0.7442, 15.9912
Si, -0.9383, 1.0403, 13.005
Si, 4.6341, 2.4671, 11.4165
Si, 12.1501, 10.0761, 12.5713
Si, -0.9623, 1.7177, 16.0716
Si, 7.3645, 11.6985, 11.5114
Si, 5.5624, 4.6321, 11.4879
Si, 6.8378, 4.7125, 13.4815
Si, 11.9457, 14.111, 12.6911
Si, 12.2409, -1.827, 15.4698
Si, -0.6665, 6.356, 11.4907
Si, 6.4188, 4.1445, 16.3316
Si, 8.077, -4.4942, 15.3046
Si, 9.8336, 5.182, 13.4089
O, 1.1625, 5.2441, -1.4458
O, 2.2187, -0.5151, -2.3107
O, 2.6316, 1.8262, -1.158
O, -0.6231, 1.1955, -3.5894
O, 1.585, 7.2443, 0.0882
O, -0.367, 0.635, -1.0626
O, 5.9226, 10.8367, 0.7419
O, 3.6762, 6.0315, -1.1787
O, 5.8269, 6.1202, 0.4089
O, 5.9171, -1.9946, -0.9913
O, 10.8786, -1.8256, -1.7963
O, 15.446, 0.1247, -1.521
O, 8, 7.7736, -2.0993
O, 6.9662, -0.7363, -7.0081
O, 8.4839, 9.7256, -0.641
O, 1.2033, -1.7808, 13.8605
O, -4.8698, 1.6502, 11.8724
O, 2.2671, 11.325, 12.713
O, 4.3542, 2.1112, 9.7721
O, 9.5819, 17.0624, 14.687
O, -2.7195, 3.251, 9.5912
O, 1.3168, 12.9547, 8.0545
O, 7.7, 5.2083, 16.3702
O, 10.1489, 1.6074, 9.5608
O, 0.3603, 4.3548, 13.657
O, 8.8877, 5.2387, 7.5277
O, 12.7442, 9.3861, 11.2334
O, 8.9242, 7.2811, 11.1364
O, 13.5522, 10.9271, 7.3832
O, -2.5324, 0.9223, 12.8073
O, -2.4426, 4.2594, 13.2817
O, 2.0833, 7.6254, 15.7339
O, -0.3123, 5.4215, 10.1881
O, 4.5884, 5.9516, 11.1033
O, 10.5911, -7.7308, 16.4067
O, 11.5702, 7.2303, 11.7253
O, 6.9868, 6.2615, 14.0747
O, 1.6195, 3.9153, 11.2951
O, 3.5223, 12.458, 14.6214
O, 8.6455, 3.2741, 18.5683
O, 6.106, 3.8496, 14.7105
O, 10.6082, 10.5651, 12.3854
O, 10.6661, 2.2824, 12.2516
O, 8.318, 1.7736, 16.3242

Results
free energy: -29604.238 eV
free energy less fixed offsets of O -463.61, Si -117.95 eV per atom: -5.298 eV
pressure: -0.86 GPa
stress xx, yy, zz, yz, xz, xy (GPa, positive in tension): 1.32, -0.13, 1.4, -1.4, -1.03, -0.09

Forces (eV/angstrom), in the order of the atoms: element, x, y, z
Si, 0.3596, -0.077, 0.1169
Si, 0.2579, -0.2893, -0.2902
Si, -0.0056, 0.3175, -0.1108
Si, -0.0466, -0.2215, 0.1168
Si, 0.2144, 0.0143, 0.0071
Si, 0.332, -0.2241, 0.0568
Si, -0.6955, 0.254, -0.1971
Si, 0.3097, 0.3631, -0.3326
Si, -0.0685, -0.204, -0.166
Si, 0.1337, -0.1454, 0.0811
Si, -0.1544, 0.0181, -0.6642
Si, -0.0689, -0.1442, 0.1217
Si, 0.0187, -0.3157, 0.2182
Si, 0.0259, -0.357, -0.0342
Si, -0.2498, -0.33, 0.2484
Si, -0.2022, 0.1886, 0.0214
Si, -0.3271, 0.3154, 0.0352
Si, -0.1299, 0.0507, -0.0044
Si, 0.0731, -0.0209, 0.219
Si, 0.0521, -0.203, 0.0848
Si, 0.013, 0.0072, 0.0423
Si, 0.0851, -0.0211, 0.0366
Si, 0.0285, -0.0772, 0.2981
Si, -0.2499, -0.0095, 0.0633
Si, -0.0069, 0.1693, -0.0504
Si, 0.0431, -0.169, -0.0596
Si, 0.3541, -0.0956, 0.1045
Si, -0.0562, 0.0621, -0.119
Si, -0.0418, -0.0323, -0.136
Si, 0.166, 0.083, -0.0512
Si, 0.0408, 0.0685, -0.1554
Si, 0.0158, -0.0025, 0.0542
Si, -0.1361, 0.0894, -0.0037
Si, 0.205, 0.0955, -0.1615
Si, 0.0476, -0.1815, 0.2087
Si, -0.0079, -0.1685, -0.1335
Si, -0.1567, 0.1782, 0.1137
Si, 0.0217, -0.029, 0.1564
Si, -0.0639, 0.0592, 0.0208
Si, 0.1205, -0.1134, 0.188
Si, 0.5553, -0.6422, 0.5534
Si, -0.0636, 0.2758, -0.0257
Si, -0.0861, 0.1489, -0.1053
Si, 0.4092, -0.1402, -0.2006
Si, -0.0534, 0.0516, -0.3101
Si, -0.1101, 0.3295, -0.21
Si, 0.0315, -0.1356, -0.4693
Si, 0.138, 0.1641, -0.1282
Si, 0.6293, -0.5754, 0.1353
Si, 0.1515, 0.5073, -0.2233
Si, 0.0014, -0.3791, 0.347
Si, 0.0341, -0.3481, -0.1012
Si, -0.3805, -0.5024, 0.3709
Si, 0.1334, -0.1662, -0.381
Si, -0.3043, 0.642, 0.4077
Si, 0.4444, 0.1722, -0.3938
Si, 0.2124, 0.1064, -0.0609
Si, 0.0224, -0.8822, 0.3806
Si, -0.751, 0.7247, 0.3904
Si, 0.4874, -0.4506, -0.2449
Si, -0.1286, 0.2638, 0.1239
Si, 0.116, -0.537, 0.3797
Si, -0.224, 0.1561, 0.2837
Si, 0.2089, -0.3458, 0.0514
Si, -0.2295, 0.1937, 0.1522
Si, 0.0488, -0.4556, -0.2307
Si, 0.2017, -0.3817, -0.3947
Si, -0.1949, -0.2001, -0.2817
Si, -0.0501, 0.0398, 0.2564
Si, 0.0106, -0.1157, 0.3051
Si, -0.4838, 0.3847, -0.2266
Si, 0.1969, 0.3372, 0.4734
Si, -0.4976, 0.335, -0.26
Si, -0.1638, -0.1702, -0.2051
Si, 0.0141, 0.2033, 0.1231
Si, 0.0422, 0.0547, -0.3214
Si, 0.1075, -0.0104, -0.2223
Si, -0.1032, -0.3182, 0.4162
O, 0.0711, 0.0527, -0.0229
O, 0.1054, 0.0922, -0.0971
O, 0.0487, 0.0652, 0.0259
O, 0.0384, 0.1287, -0.0179
O, 0.1788, 0.0325, 0.2052
O, -0.3345, -0.1802, -0.0957
O, -0.1581, 0.1517, -0.0253
O, 0.0543, -0.1066, 0.3383
O, 0.2608, 0.0062, 0.0969
O, 0.1214, 0.0807, 0.0764
O, -0.1325, 0.2341, -0.036
O, 0.0419, -0.0202, 0.1526
O, -0.1744, -0.169, 0.14
O, 0.0431, 0.2354, -0.1908
O, -0.1753, -0.186, -0.2088
O, 0.109, 0.2736, 0.1972
O, -0.2035, 0.1144, -0.1378
O, -0.0299, 0.149, 0.2297
O, 0.5365, 0.5192, 0.2144
O, -0.4433, -0.245, 0.0585
O, -0.1518, 0.1925, -0.0319
O, -0.5052, 0.1276, -0.1879
O, 0.1214, 0.0536, -0.2809
O, -0.0595, 0.7062, -0.3949
O, -0.3527, -0.0686, -0.1216
O, -0.0722, 0.0255, 0.1468
O, -0.0614, -0.2225, 0.0568
O, 0.2847, -0.1204, -0.1103
O, -0.1752, 0.2837, -0.2121
O, 0.0182, 0.0574, 0.0731
O, -0.0136, 0.0117, 0.1075
O, -0.0625, 0.0407, 0.1827
O, 0.0058, 0.0602, 0.2437
O, -0.0887, 0.0334, -0.0698
O, -0.1, -0.158, -0.1509
O, 0.0657, -0.2485, -0.4165
O, 0.2323, -0.3083, 0.197
O, -0.2609, 0.2001, -0.2558
O, 0.0241, -0.085, -0.1624
O, -0.3233, 0.0036, -0.1556
O, 0.5354, 0.2547, 0.0507
O, 0.0438, 0.4416, 0.1961
O, 0.121, 0.0741, 0.2756
O, 0.1936, 0.1799, 0.0245
